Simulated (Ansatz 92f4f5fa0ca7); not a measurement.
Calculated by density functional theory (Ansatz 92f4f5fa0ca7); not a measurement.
Periodic cell of 442 atoms, Si288O154, from a study of silicon, its oxide and their interface. The atomic structure is a simulated model.
Doubt: the cutoff is far below the 930 eV that the study's wrapper takes by default for these files, so forces and energies are approximate.
This geometry differs little from another in the collection (a relaxation step or a small displacement).

Settings
functional: PBE
potential files: Ansatz PAW
basis: plane waves
wave-function cutoff: 580 eV
density cutoff ratio: 5
exchange-correlation grid ratio: 1
k mesh: 1 x 1 x 1, Gamma-centred
self-consistency stop: 5e-08 eV per atom in the density residual
occupations: fixed
spin: none
net charge: 0

Cell vectors (angstrom)
a	15.4687	0	0
b	0	15.4687	0
c	-3.5216	2.8321	33.5022

Atoms: element, x, y, z (angstrom)
Si	-3.4457	2.3875	24.6638
Si	-3.5947	7.1896	24.7138
Si	-3.5289	10.3383	24.6411
Si	-3.5411	-0.7518	24.724
Si	0.389	2.2543	24.5838
Si	0.2935	7.5508	24.7324
Si	0.3449	10.0117	24.7339
Si	0.3213	-0.8859	24.7945
Si	4.2643	2.3376	24.5463
Si	4.1672	7.0913	24.6803
Si	4.2378	10.2386	24.7459
Si	4.2119	-0.8454	24.6067
Si	-7.381	2.3972	24.419
Si	-7.3972	7.1605	24.7514
Si	-7.3809	10.3113	24.7633
Si	-7.3537	-0.79	24.6244
Si	-1.513	2.7423	25.9503
Si	-1.603	6.8394	25.9801
Si	-1.5964	10.5279	26.0056
Si	-1.6226	-1.0206	26.0743
Si	2.3176	2.7459	25.8694
Si	2.2015	6.7658	25.9363
Si	2.2657	10.5055	26.018
Si	2.3122	-1.0893	26.0055
Si	6.1932	2.7748	25.8417
Si	6.1101	6.7234	25.9888
Si	6.1482	10.5501	26.0732
Si	6.1589	-1.0764	25.9344
Si	-5.4636	2.8083	25.8328
Si	-5.4772	6.8026	26.0575
Si	-5.4263	10.5943	26.0319
Si	-5.4712	-0.9854	26.027
Si	-1.567	4.7764	27.2344
Si	-1.6267	8.6589	27.4506
Si	-1.5959	12.4805	27.3504
Si	-1.5692	0.9045	27.4314
Si	2.2517	4.739	27.2227
Si	2.2879	8.6074	27.4192
Si	2.2782	12.4594	27.352
Si	2.3176	0.8761	27.3523
Si	6.1464	4.7216	27.2561
Si	6.1392	8.613	27.4207
Si	6.1437	12.5082	27.3593
Si	6.1694	0.8835	27.3095
Si	-5.4536	4.753	27.2573
Si	-5.4723	8.6897	27.4453
Si	-5.4479	12.5361	27.3585
Si	-5.4808	0.9576	27.3583
Si	-3.5093	4.7589	28.6504
Si	-3.5453	8.6438	28.779
Si	-3.5207	12.496	28.722
Si	-3.5378	0.9117	28.7291
Si	0.3444	4.7602	28.6619
Si	0.3405	8.6352	28.7497
Si	0.3426	12.4961	28.7141
Si	0.3841	0.8947	28.7366
Si	4.1984	4.7579	28.6455
Si	4.2125	8.6307	28.7615
Si	4.2097	12.4957	28.7194
Si	4.2442	0.8987	28.71
Si	8.0797	4.7554	28.6642
Si	8.0635	8.6389	28.7642
Si	8.0809	12.5025	28.7168
Si	8.0698	0.9025	28.7217
Si	-3.5216	2.8321	30.0835
Si	-3.5216	6.6993	30.0835
Si	-3.5216	10.5665	30.0835
Si	-3.5216	-1.035	30.0835
Si	0.3455	2.8321	30.0835
Si	0.3455	6.6993	30.0835
Si	0.3455	10.5665	30.0835
Si	0.3455	-1.035	30.0835
Si	4.2127	2.8321	30.0835
Si	4.2127	6.6993	30.0835
Si	4.2127	10.5665	30.0835
Si	4.2127	-1.035	30.0835
Si	8.0799	2.8321	30.0835
Si	8.0799	6.6993	30.0835
Si	8.0799	10.5665	30.0835
Si	8.0799	-1.035	30.0835
Si	1.934	0	3.398
Si	1.9352	3.9017	3.4057
Si	1.9469	7.7203	3.406
Si	1.9382	-3.8687	3.419
Si	5.7851	-0.0262	3.4155
Si	5.7888	3.8692	3.4027
Si	5.7914	7.756	3.4356
Si	5.7934	-3.9009	3.4323
Si	9.6785	-0.019	3.42
Si	9.6679	3.8724	3.4138
Si	9.6711	7.7251	3.4165
Si	9.6702	-3.8542	3.4231
Si	-1.946	0.0337	3.4083
Si	-1.929	3.8607	3.4115
Si	-1.9291	7.7328	3.4083
Si	-1.9299	-3.8753	3.3996
Si	1.8977	1.9557	4.716
Si	1.9694	5.8185	4.8091
Si	2.0136	9.6426	4.7592
Si	1.8973	-1.9216	4.7711
Si	5.7089	1.9274	4.7413
Si	5.8	5.8036	4.764
Si	5.7691	9.6652	4.8699
Si	5.7941	-1.9718	4.7858
Si	9.6802	1.9264	4.7517
Si	9.6805	5.796	4.7991
Si	9.689	9.668	4.7609
Si	9.6549	-1.9362	4.8294
Si	-1.9305	1.954	4.812
Si	-1.923	5.7938	4.7593
Si	-1.8496	9.6632	4.77
Si	-2.0314	-1.9202	4.7125
Si	0.0412	1.9758	6.1502
Si	0.0051	5.8236	6.1258
Si	0.1298	9.6295	6.123
Si	-0.1257	-1.8722	6.0232
Si	3.7553	1.9889	6.1277
Si	3.9212	5.8346	6.1919
Si	3.8161	9.6559	6.3043
Si	3.846	-1.9488	6.126
Si	7.6752	1.8675	5.9925
Si	7.7203	5.7786	6.1293
Si	7.7634	9.656	6.1477
Si	7.7127	-1.9713	6.1901
Si	-3.8701	1.9634	6.1688
Si	-3.8301	5.7681	6.1486
Si	-3.8009	9.6718	6.0695
Si	-3.8781	-1.9381	6.2069
Si	-0.0861	0.0148	7.4608
Si	0.0969	3.9289	7.5209
Si	0.1775	7.7002	7.5548
Si	0.0098	-3.8151	7.3129
Si	3.7207	0.017	7.4151
Si	3.8144	3.9089	7.5546
Si	3.9417	7.6804	7.7166
Si	3.7226	-3.7972	7.6285
Si	7.5993	0.0138	7.4561
Si	7.7176	3.7611	7.344
Si	7.793	7.699	7.5055
Si	7.7359	-3.8994	7.5828
Si	-3.9113	0.0245	7.5522
Si	-3.8021	3.8957	7.6034
Si	-3.703	7.7353	7.4114
Si	-3.8416	-3.9237	7.5252
Si	1.8235	-0.5574	8.6964
Si	1.9437	4.569	8.9007
Si	2.0193	7.0482	8.972
Si	1.7032	-2.9857	8.734
Si	5.603	0.3268	8.7507
Si	5.8224	3.4783	8.7018
Si	5.9661	8.1351	8.963
Si	5.719	-4.1394	8.8267
Si	-5.9327	0.3345	8.7359
Si	-5.8592	3.4775	8.6994
Si	-5.6365	7.9021	8.6788
Si	-5.7533	-4.3919	8.8355
Si	-1.9736	0.4632	8.8434
Si	-1.7763	3.6556	8.9099
Si	-1.7852	8.0043	8.7965
Si	-1.8281	-4.2874	8.6988
Si	-3.3107	12.0599	22.9404
Si	-1.5881	2.8321	31.4507
Si	-1.5881	6.6993	31.4507
Si	-1.5881	10.5665	31.4507
Si	-1.5881	-1.035	31.4507
Si	2.2791	2.8321	31.4507
Si	2.2791	6.6993	31.4507
Si	2.2791	10.5665	31.4507
Si	2.2791	-1.035	31.4507
Si	6.1463	2.8321	31.4507
Si	6.1463	6.6993	31.4507
Si	6.1463	10.5665	31.4507
Si	6.1463	-1.035	31.4507
Si	-5.4552	2.8321	31.4507
Si	-5.4552	6.6993	31.4507
Si	-5.4552	10.5665	31.4507
Si	-5.4552	-1.035	31.4507
Si	-1.5881	4.7657	32.818
Si	-1.5881	8.6329	32.818
Si	-1.5881	-2.9686	32.818
Si	-1.5881	0.8985	32.818
Si	2.2791	4.7657	32.818
Si	2.2791	8.6329	32.818
Si	2.2791	-2.9686	32.818
Si	2.2791	0.8985	32.818
Si	6.1463	4.7657	32.818
Si	6.1463	8.6329	32.818
Si	6.1463	-2.9686	32.818
Si	6.1463	0.8985	32.818
Si	-5.4552	4.7657	32.818
Si	-5.4552	8.6329	32.818
Si	-5.4552	-2.9686	32.818
Si	-5.4552	0.8985	32.818
Si	0	1.9336	0.683
Si	0	5.8008	0.683
Si	0	-5.8008	0.683
Si	0	-1.9336	0.683
Si	3.8672	1.9336	0.683
Si	3.8672	5.8008	0.683
Si	3.8672	-5.8008	0.683
Si	3.8672	-1.9336	0.683
Si	7.7343	1.9336	0.683
Si	7.7343	5.8008	0.683
Si	7.7343	-5.8008	0.683
Si	7.7343	-1.9336	0.683
Si	11.6015	1.9336	0.683
Si	11.6015	5.8008	0.683
Si	11.6015	-5.8008	0.683
Si	11.6015	-1.9336	0.683
Si	0	0	2.0503
Si	0	3.8672	2.0503
Si	0	7.7343	2.0503
Si	0	-3.8672	2.0503
Si	3.8672	0	2.0503
Si	3.8672	3.8672	2.0503
Si	3.8672	7.7343	2.0503
Si	3.8672	-3.8672	2.0503
Si	7.7343	0	2.0503
Si	7.7343	3.8672	2.0503
Si	7.7343	7.7343	2.0503
Si	7.7343	-3.8672	2.0503
Si	11.6015	0	2.0503
Si	11.6015	3.8672	2.0503
Si	11.6015	7.7343	2.0503
Si	11.6015	-3.8672	2.0503
Si	-6.7292	0.9327	17.1803
Si	1.3869	7.3319	12.0417
Si	-5.0462	-1.199	18.2724
Si	-0.3016	-3.2748	11.0764
Si	5.6469	4.3041	11.601
Si	4.7192	12.4072	17.2017
Si	6.8703	6.9311	11.8535
Si	7.2102	1.8182	12.763
Si	9.6062	5.6774	10.9267
Si	-1.2772	5.907	11.1739
Si	-0.1664	-4.4697	15.943
Si	6.5984	-4.8985	15.7005
Si	-3.7304	6.0512	12.9994
Si	3.0064	3.5539	14.5022
Si	-0.1466	4.3862	19.1488
Si	-1.149	-0.4054	11.6392
Si	5.7772	-0.205	17.2496
Si	5.9108	7.4862	15.9941
Si	-0.485	-5.7648	13.056
Si	-5.5977	1.9408	14.5062
Si	-5.5497	-1.8055	13.6558
Si	-2.5361	0.2626	17.0015
Si	5.7151	-1.896	11.0376
Si	-1.2906	9.8075	18.539
Si	8.367	-0.5119	11.4063
Si	-7.1003	3.6229	21.4199
Si	-3.4871	9.0785	13.057
Si	-5.4892	-4.4088	11.8193
Si	4.7547	0.9471	14.4904
Si	2.6278	3.1479	11.618
Si	-7.8211	6.5513	21.7719
Si	-6.3722	12.3659	16.1114
Si	-4.4237	4.4812	20.3468
Si	7.9829	9.4414	13.4452
Si	-0.1234	7.4156	20.056
Si	-3.2834	0.1549	13.97
Si	3.47	11.2295	19.7661
Si	-4.6037	4.7032	15.6851
Si	-5.0822	-5.6695	15.4811
Si	3.3512	-1.3561	12.9958
Si	0.9601	3.8475	21.8677
Si	3.3475	6.7286	17.2752
Si	-0.1419	12.2196	22.6347
Si	3.5012	6.599	14.4118
Si	4.7199	2.1032	18.8601
Si	2.4138	3.735	17.4694
Si	2.1257	-2.573	15.6096
Si	4.665	12.3942	22.4127
Si	-2.9006	4.8992	22.8304
Si	-5.8538	7.2442	19.5947
Si	-2.919	3.3142	17.9904
Si	1.7049	0.2227	10.9369
Si	-7.9759	3.3204	18.5637
Si	2.8088	8.2206	19.9071
Si	4.6472	6.3297	21.7228
Si	0.4864	12.0628	19.6427
Si	-7.6424	12.4394	22.4057
Si	-0.2354	-1.7823	17.0676
Si	-7.1161	6.0437	17.1934
Si	4.0268	3.3683	21.5312
Si	-5.2574	12.15	20.4039
Si	-0.197	6.3298	22.8034
Si	-4.468	9.7127	18.5317
O	-5.6158	-3.7315	10.3419
O	0.6966	8.6274	12.7501
O	2.0211	7.644	10.5483
O	1.1348	-3.322	10.2755
O	5.6883	1.9094	9.2429
O	5.3305	-0.6245	10.0784
O	1.8242	3.9936	10.4711
O	7.2802	-1.7302	11.4631
O	9.3244	4.354	10.0475
O	5.7678	-5.7252	9.2593
O	5.6032	-3.3001	10.2351
O	2.678	-2.3798	14.0804
O	9.3269	-0.594	10.0889
O	3.3255	-2.4358	16.682
O	-1.8755	2.0532	9.3219
O	-2.0088	-0.4042	10.2447
O	2.4123	3.3608	21.349
O	-1.5878	-3.4037	10.0689
O	3.7608	4.9917	14.4052
O	-1.9042	8.9881	12.7356
O	-6.7703	7.2547	18.2388
O	-4.0701	-1.2761	14.0959
O	1.0355	-1.4379	16.0799
O	2.7394	7.7876	18.3364
O	6.2973	7.5463	10.4597
O	-1.813	9.6043	9.2125
O	6.0306	4.4573	10.016
O	4.9461	0.2584	15.9374
O	-2.2019	5.7883	12.5066
O	-0.4691	9.921	17.1301
O	1.0952	5.424	22.3224
O	-5.3105	3.4552	14.9599
O	4.1983	0.7361	24.1451
O	-0.5819	-1.9106	11.9252
O	2.0697	3.3146	13.161
O	4.7203	-1.97	12.3329
O	9.1135	9.1595	14.6304
O	-0.2256	-4.4903	12.1156
O	-5.0685	5.8193	19.6904
O	4.1524	6.2274	23.2796
O	1.247	8.2544	20.3681
O	0.5164	-2.9067	21.1893
O	4.2146	8.6767	24.2144
O	7.189	8.095	12.9615
O	-3.1053	4.8886	21.2173
O	-0.101	3.7066	20.6369
O	-7.4858	3.0381	22.8922
O	0.3468	0.6483	24.1761
O	-0.8044	7.1687	21.5261
O	-3.4948	0.8059	24.1059
O	6.1055	7.0767	21.6588
O	-7.3311	11.16	23.3607
O	-5.3846	6.9131	9.9745
O	5.919	3.0415	18.2757
O	0.427	2.9655	23.1111
O	6.1431	0.9682	13.6504
O	-5.2196	10.9878	19.245
O	4.1497	3.7021	11.6718
O	-3.6489	-1.9011	23.5311
O	-7.3325	6.3616	23.3178
O	-7.6265	2.8143	20.0951
O	4.405	3.078	23.0858
O	-7.711	4.864	18.1525
O	-3.7953	6.113	23.4697
O	-1.7505	12.0848	22.4617
O	-4.2257	11.7792	21.615
O	-5.7464	5.5876	16.4351
O	-5.4778	3.757	21.3589
O	4.9573	7.0094	17.2291
O	-7.4125	8.7394	24.2813
O	-0.5808	-5.2298	14.5815
O	-7.6459	11.3895	16.4385
O	0.2741	-2.0032	23.5923
O	0.1835	-2.2031	18.5918
O	4.5939	2.2532	20.4838
O	-5.1482	-4.0454	15.5895
O	3.1173	5.1844	17.7355
O	5.2603	-4.0371	16.0111
O	-1.3503	5.2187	23.2253
O	4.5246	11.5479	18.5671
O	-7.3751	0.7768	24.115
O	6.8916	-4.9844	14.0908
O	0.1695	0.5602	11.4534
O	9.2871	-0.6419	12.7245
O	-9.2232	-2.9968	22.0186
O	0.4211	10.8023	23.2568
O	0.9797	3.7008	18.2103
O	5.1092	0.5449	18.5429
O	9.6552	1.9109	9.2199
O	-8.1362	0.1595	16.9851
O	-4.8095	-1.8874	19.7323
O	3.8133	12.1829	21.0446
O	1.9571	11.5021	19.2461
O	-3.3255	3.4294	23.3894
O	8.6637	-5.3288	12.1427
O	-3.5653	8.7408	24.0901
O	0.1281	5.9973	19.2791
O	6.6482	3.2685	12.3339
O	2.2927	-1.0325	11.8083
O	-7.8074	5.0561	21.1673
O	-1.0891	-0.4262	17.2626
O	4.2037	-1.7159	23.1993
O	9.6242	0.9518	15.8005
O	5.7698	5.7879	12.294
O	7.5982	0.9299	11.4442
O	-9.0791	9.0358	16.2223
O	-6.7632	12.3069	21.0376
O	-3.7293	9.4635	14.6339
O	-4.1563	-5.3308	12.0124
O	-5.0269	9.3013	17.0358
O	-7.2511	-1.6771	23.2367
O	2.6001	1.5769	11.1706
O	-1.7611	7.1413	10.2055
O	2.1229	3.4873	15.873
O	-4.3386	1.3619	13.6368
O	-2.8866	10.0682	18.3764
O	3.6029	7.1437	20.8066
O	-2.6155	0.4922	15.4015
O	-6.8019	7.4954	20.9124
O	-4.7396	8.427	19.4969
O	-2.652	1.7273	17.7117
O	-5.7657	9.4619	9.2078
O	-3.465	4.1296	16.694
O	8.5332	2.0623	13.6314
O	-1.1159	8.307	19.1359
O	-3.8623	5.6199	14.5574
O	-1.5726	4.0811	18.4602
O	-2.1034	0.0989	12.8493
O	4.3425	11.1322	23.3811
O	-5.901	0.1883	18.3747
O	3.3537	2.552	18.0887
O	-4.029	3.4222	19.1822
O	8.867	-2.0389	14.8906
O	-4.1412	7.615	12.8088
O	4.688	4.8069	21.1378
O	3.5581	9.6457	20.1391
O	-0.669	10.9151	19.5599
O	8.2556	6.1141	11.6837
O	3.646	0.0639	13.7147
O	-3.6313	-0.811	17.566
O	-5.9276	-2.2742	17.4211
O	4.2033	2.4615	14.6173
O	-8.2091	6.5481	16.0721
O	-4.7454	5.2353	12.0212
O	1.4169	-4.0487	15.7762
O	-5.3656	-3.1837	12.8505
O	5.7258	-1.8133	17.4847
O	-7.0055	2.4767	17.5685
O	-1.4709	4.5319	10.2896
O	4.9839	7.3234	14.6191
O	2.6734	6.9832	15.7906
O	0.2455	6.169	11.7528
O	-0.9825	12.3942	16.3283
O	2.6256	6.944	13.0646

Results
free energy: -270674.882 eV
free energy less fixed offsets of O -568.88, Si -635.61 eV per atom: -11.682 eV

Forces (eV/angstrom), in the order of the atoms: element, x, y, z
Si	-0.0043	0.0291	0.018
Si	0.0007	-0.0045	0.0275
Si	0.0043	0.0136	-0.0071
Si	-0.002	-0.0162	0.0259
Si	0.0021	0.0103	0.0114
Si	0.0003	0.0007	-0.0059
Si	-0.0011	-0.0081	0.0115
Si	0.0034	-0.0078	0.026
Si	0.002	0.0089	0.0172
Si	0.0009	-0.0179	0.0121
Si	0.0003	0.0217	0.0134
Si	-0.0005	-0.0057	0.0242
Si	-0.0029	-0.0029	0.0031
Si	0.0019	-0.0179	0.0062
Si	0.0022	0.0205	0.0034
Si	0.0028	0.0055	0.0205
Si	0.0033	0.0006	0.0046
Si	-0.0012	-0.0074	0.0051
Si	-0.0007	-0.0041	0.0056
Si	0.0027	-0.0047	-0.0031
Si	0.001	0.0011	0.0021
Si	-0.0009	0.0003	0.0052
Si	0.0011	0.0024	0.0063
Si	0.0001	0.0024	0.0061
Si	-0.0024	-0.0044	0.0093
Si	0.0028	-0.0129	0.0096
Si	-0.0036	0.0074	0.0123
Si	0	0.0079	0.0085
Si	0.0046	-0.0052	0.0093
Si	0	-0.0093	0.0048
Si	-0.0022	0.0029	0.0077
Si	0.0008	0.0059	0.0004
Si	0.0001	0.0105	-0.0029
Si	0.0033	0.002	0.0029
Si	-0.0004	0.0037	0.0079
Si	0.0005	-0.0013	0.0169
Si	-0.0015	0.0015	0.0037
Si	-0.0023	-0.0023	0.0036
Si	-0.0018	0.0062	0.0072
Si	0.001	-0.0081	0.0073
Si	-0.002	0.0019	0.0051
Si	0	-0.0032	0.0156
Si	-0.0001	0.0019	0.009
Si	0.0039	-0.0021	-0.0044
Si	0.0007	0.0026	0.0034
Si	0.0025	0	0.0097
Si	0.0009	0.0037	0.006
Si	-0.0067	-0.0038	-0.0021
Si	-0.0016	0.0003	0.0029
Si	0.0005	-0.0003	0.006
Si	-0.0008	-0.0048	0.0032
Si	0.0057	0.0026	0.0038
Si	0.0021	-0.0007	0.0054
Si	-0.0002	0.0027	0.0042
Si	0.0013	-0.0019	0.0015
Si	-0.0021	0.0004	0.0021
Si	0.0014	0.0022	0.0002
Si	-0.0021	0.0027	0.0049
Si	0.0033	-0.0026	0.0014
Si	-0.0051	-0.0003	0.0042
Si	-0.0005	0.0002	0.0016
Si	-0.0003	0.0018	0.0051
Si	-0.0015	-0.0023	0.0017
Si	0.0024	0.0003	0.0005
Si	0.0146	0.1989	-0.103
Si	-0.028	-0.2932	-0.0815
Si	-0.0714	0.1962	0.3293
Si	-0.0237	0.0189	-0.0075
Si	0.0456	0.1271	-0.1303
Si	0.0169	-0.2119	-0.1023
Si	0.0159	0.0864	0.1522
Si	0.0702	-0.0785	0.0581
Si	-0.0133	0.1031	-0.2514
Si	0.0032	-0.3019	-0.1092
Si	0.0315	0.09	0.1795
Si	0.018	0.0211	-0.038
Si	-0.0651	0.0982	-0.1146
Si	0.0243	-0.2509	-0.0784
Si	-0.0693	0.1614	0.2054
Si	0.0188	0.0242	0.0087
Si	-0.0024	0.0002	0.0008
Si	0.0003	0.0021	0.0006
Si	0.0003	0.0026	0.0005
Si	0	-0.0009	-0.0003
Si	0.0019	0.003	0.0014
Si	0.0006	-0.0038	0.002
Si	-0.0006	-0.0006	-0.0009
Si	0.0002	0.0044	-0.0002
Si	0.0007	0.0028	0.0018
Si	-0.0011	-0.003	0.0019
Si	-0.0001	0.0008	0.0024
Si	0.0025	-0.0046	0.0026
Si	-0.0011	-0.0014	0.0018
Si	-0.0016	-0.0005	-0.0002
Si	-0.0005	0.0017	0.0007
Si	-0.0006	0.0001	0.0045
Si	0.0022	-0.0019	-0.0073
Si	-0.0002	-0.0011	0.0072
Si	-0.0019	-0.0004	-0.0065
Si	-0.0012	0.0014	0.0044
Si	-0.0019	0.0026	0.001
Si	0.0049	0.0012	-0.0024
Si	-0.0002	-0.0026	-0.0033
Si	0.0003	0.0002	0.0007
Si	-0.006	0.0003	-0.0001
Si	0.0019	0.0004	0.0042
Si	-0.0016	0.0009	-0.0039
Si	-0.0039	0.0007	0.0017
Si	0.0044	-0.0015	-0.0043
Si	0.0038	0.0003	0.0026
Si	0.0018	-0.0014	-0.0021
Si	0.0059	0.0022	0.0017
Si	0.0029	-0.0025	0.0039
Si	0.0038	0.0032	0.0014
Si	0.0055	0.0031	-0.0051
Si	-0.0001	-0.0005	0.0028
Si	-0.0067	-0.0039	0.0008
Si	-0.0032	0.0038	0.0006
Si	-0.0074	-0.0007	-0.0046
Si	-0.0001	-0.0001	0.0013
Si	0.0053	-0.001	-0.0096
Si	0.0022	-0.0003	-0.0022
Si	0.0033	0.0011	0.0037
Si	-0.0006	-0.003	-0.005
Si	0.001	0.002	0.0027
Si	-0.0037	0.0001	-0.0091
Si	-0.003	-0.003	0
Si	0	-0.0031	-0.0025
Si	-0.0019	-0.0004	-0.0103
Si	-0.0041	0.0026	0.0056
Si	-0.0112	0.0027	-0.0059
Si	-0.0056	0.0038	-0.0036
Si	-0.0001	-0.0048	-0.0111
Si	0.009	0.0014	-0.0047
Si	0.0048	-0.0057	-0.0123
Si	-0.0001	0.0045	-0.0088
Si	0.0009	-0.003	-0.0097
Si	0.001	0.003	0.0007
Si	-0.0051	0.0015	-0.0029
Si	0.0032	0.0012	-0.0066
Si	0.0033	-0.0015	-0.0121
Si	0.0051	-0.0052	-0.0059
Si	0.0035	0	-0.0069
Si	-0.0001	0.0089	-0.0085
Si	0.0045	0.0023	0.0022
Si	0.0065	0.0193	-0.0181
Si	-0.0016	-0.0282	0.0028
Si	0.0041	-0.0002	-0.0081
Si	0.0053	-0.0105	0.0028
Si	-0.0043	0.0122	-0.0098
Si	0.006	-0.0169	-0.0019
Si	-0.0014	0.0238	0.003
Si	-0.0071	-0.008	0.0115
Si	-0.0032	0.0083	0.0032
Si	-0.0041	-0.008	-0.0075
Si	-0.0002	0.0044	0.0041
Si	-0.0047	-0.0172	0.0045
Si	-0.0012	0.0111	-0.0218
Si	-0.0044	-0.0154	-0.0081
Si	0.0031	0.0167	-0.0038
Si	0.0061	0.0012	0.0008
Si	-0.0007	0.0285	-0.0117
Si	0.0089	-0.0918	-0.0046
Si	-0.0102	0.0411	0.0102
Si	-0.0128	0.0297	-0.007
Si	-0.0055	0.0523	-0.0103
Si	0.0147	-0.0836	-0.0041
Si	0.0035	0.0439	0.0124
Si	-0.0053	-0.0211	0.0105
Si	0.013	0.1098	-0.0068
Si	-0.0252	-0.1175	-0.0035
Si	0.0035	0.0675	0.0175
Si	-0.0028	-0.0437	0.0044
Si	0.01	0.0695	-0.0072
Si	0.0016	-0.1163	0.0059
Si	0.0106	0.0525	0.022
Si	-0.002	-0.0221	0.007
Si	-0.0002	-0.013	0.0062
Si	0.0011	0.0282	-0.0018
Si	0.0091	-0.0165	0.0026
Si	0.01	-0.0137	-0.0008
Si	0.0087	0.005	0.0125
Si	-0.0062	0.0079	-0.0119
Si	0.0177	0.0002	0.0198
Si	-0.027	-0.0035	-0.006
Si	0.0151	0.0158	0.015
Si	0.0112	0.0374	-0.0028
Si	0.0034	-0.03	0.0117
Si	-0.0073	-0.0203	-0.0023
Si	-0.0221	0.0137	0.0199
Si	0.0023	0.0363	-0.0124
Si	-0.0231	-0.0142	0.0144
Si	0.0035	-0.0302	-0.0133
Si	0.0321	-0.0147	-0.0067
Si	-0.0267	-0.0224	-0.0251
Si	-0.0067	0.0099	-0.01
Si	0.0152	0.0046	-0.0092
Si	0.0155	-0.0008	-0.0001
Si	0.0365	-0.0198	-0.0279
Si	-0.0261	0.0145	-0.0074
Si	-0.0003	0.0223	-0.0122
Si	0.0102	0.0141	-0.0023
Si	-0.0502	-0.021	0.0006
Si	0.0444	0.0087	-0.0069
Si	-0.0443	0.0105	0.009
Si	-0.0702	-0.0137	-0.0152
Si	0.0214	-0.0265	-0.0038
Si	-0.0555	0.0189	-0.0138
Si	0.0772	0.0161	0.0032
Si	-0.0662	-0.0115	-0.0587
Si	0.0177	0.0829	-0.0892
Si	0.0655	-0.0429	-0.0467
Si	0.0889	0.0097	-0.0644
Si	-0.0162	-0.1127	-0.1659
Si	-0.0528	0.0834	-0.173
Si	0.0872	-0.0279	-0.0889
Si	0.0156	0.0105	0.0003
Si	-0.0049	-0.0019	0.1069
Si	-0.016	-0.001	-0.0156
Si	-0.0664	0.0559	0.1092
Si	-0.0366	-0.0663	0.1152
Si	-0.0292	0.065	-0.1373
Si	0.0099	0.0138	-0.0303
Si	0.0054	0.0208	-0.0413
Si	-0.0424	-0.0892	-0.0484
Si	-0.0005	-0.0039	0.0062
Si	0.002	-0.007	-0.0233
Si	-0.0016	0.0018	-0.0016
Si	-0.0042	0.0148	-0.0103
Si	-0.0016	-0.0035	-0.0158
Si	0.005	0.0059	-0.0056
Si	0.002	-0.0028	-0.0189
Si	-0.0049	0.0106	-0.0244
Si	-0.0081	-0.0042	-0.0062
Si	0.0117	0.003	-0.0025
Si	-0.0035	0.0123	0.0006
Si	-0.0059	0.0021	0.0088
Si	0.0056	-0.0067	-0.0209
Si	-0.0055	-0.0049	-0.0075
Si	-0.0007	-0.0067	-0.0018
Si	-0.007	-0.0161	-0.0171
Si	-0.0013	-0.0048	-0.0007
Si	0.0038	0.0056	0.0009
Si	0.0096	0.0076	-0.0072
Si	-0.0078	-0.0049	0.0052
Si	-0.0079	-0.0023	-0.0129
Si	0.0151	0.0017	-0.001
Si	0.0036	-0.0024	0.0021
Si	-0.0014	0.0066	-0.0036
Si	-0.0072	-0.0168	-0.0255
Si	-0.0077	-0.0082	0.0117
Si	-0.0004	-0.0021	-0.0089
Si	-0.0025	0.0117	-0.0312
Si	-0.0051	-0.0102	0.0024
Si	0.0076	-0.0037	-0.0231
Si	0.0072	-0.0088	0.0203
Si	0.0035	-0.002	0.0073
Si	0.0149	-0.0066	0.0153
Si	-0.0159	-0.0116	-0.0116
Si	0.0007	-0.0029	0.0017
Si	0.0186	0.0009	0.0013
Si	0.0099	0.0121	0.0065
Si	0.0055	0.0032	0.0022
Si	-0.0032	0.0068	0.0059
Si	0.0089	-0.0114	-0.0119
Si	-0.0003	-0.011	0.0064
Si	0.0058	0.0006	-0.0022
Si	-0.0018	-0.0034	-0.004
Si	-0.003	0.0054	0.0011
Si	-0.0076	-0.0033	0.0008
Si	-0.0037	-0.0086	0.008
Si	-0.0015	0.0073	-0.0024
Si	0.0094	0.0035	-0.0003
Si	0.0004	-0.0036	0.013
Si	-0.0038	-0.0091	-0.0062
Si	0.0061	-0.0058	0.0008
Si	0.0117	0.0009	0.003
Si	0.0039	-0.0018	0.0024
Si	0.0029	-0.0059	-0.0007
Si	-0.0065	-0.0099	0.0119
Si	-0.0062	0.0169	0.0122
Si	-0.0062	0.0036	-0.0038
Si	0.0003	0.0082	-0.004
Si	-0.0054	-0.003	0.0061
Si	0.0073	-0.0012	0.0086
Si	-0.0045	-0.001	0.0061
Si	-0.004	-0.015	0.0004
Si	-0.0057	0.0115	-0.0024
O	0.0033	-0.0043	0.0177
O	0.0005	0.0016	0.0087
O	-0.0101	0.0099	0.0275
O	-0.0063	-0.0064	0.0203
O	0.0006	-0.0058	0.0227
O	-0.0003	0.0032	0.0046
O	0.013	-0.0237	0.0431
O	0.006	0.0106	0.0047
O	0.0001	-0.0063	-0.0019
O	0.0031	-0.0034	0.019
O	-0.0014	-0.0075	0.0013
O	-0.0004	0.0013	0.0108
O	-0.0021	0.0052	0.0073
O	0.0003	-0.0041	0.0041
O	-0.0016	-0.0009	0.0223
O	0.0038	0.0042	0.0089
O	-0.0009	0.005	0.0086
O	-0.0002	0.0005	0.0073
O	-0.0009	-0.0008	0.0022
O	-0.0018	-0.0033	0.008
O	0.0028	0.0014	0.002
O	0.0028	0.0018	0.0051
O	0.0034	0.0023	0.0003
O	0.0004	0.0002	0.0059
O	0.0033	0.0006	0.0093
O	0.0007	-0.0036	0.0191
O	-0.0049	0.0002	0.0167
O	0.0027	0.0062	-0.0029
O	-0.0183	0.0002	0.0177
O	-0.0012	-0.001	0.0052
O	0.0002	0.0042	-0.0006
O	0.0063	0.0088	0.007
O	-0.0001	-0.0024	-0.0173
O	-0.0005	0.0102	0.0056
O	0.0026	0.0021	0.0149
O	-0.0132	0.0027	0.0125
O	0.0064	0.0039	0.0062
O	-0.0012	-0.018	0.0158
O	-0.0061	0.0079	0.0009
O	0.0058	-0.0023	-0.0213
O	0.001	-0.0001	0.0045
O	0.0006	-0.0032	-0.0095
O	-0.0006	0.0059	-0.02
O	0.007	0.014	0.0162
O	-0.0074	0.0008	-0.0106
O	-0.0018	0.0054	0.002
O	0.0045	0.0053	-0.0093
O	-0.002	-0.0073	-0.0178
O	0.0023	0.0026	0.0023
O	0.0008	-0.0048	-0.0267
O	-0.0005	-0.0044	0.0008
O	0.0033	-0.011	0.0052
O	0.0062	0.0021	0.002
O	0.0009	0.0006	0.0015
O	0.0045	0.0047	-0.0054
O	-0.0061	-0.0006	0.0179
O	0.0061	-0.0098	0.0019
O	0.0008	-0.0008	0.0023
O	-0.0006	0.0009	-0.0051
O	-0.0042	0.0014	-0.013
O	0.0002	0.0022	-0.0004
O	-0.0025	0.0023	-0.0176
O	0.0046	0.0079	-0.0027
O	-0.007	0.0004	-0.0109
O	-0.0039	-0.0025	0.0078
O	-0.0001	-0.0005	0.0051
O	0.0037	-0.0017	0.0028
O	-0.0034	0.0043	-0.0019
O	-0.0043	-0.0012	0.0015
O	0.0011	0.0083	-0.0161
O	-0.0006	0.0011	0.0065
O	0.0035	0.0024	0
O	-0.0039	0.0038	-0.0026
O	0.0015	-0.0055	0.0041
O	-0.0011	0.0004	0.0011
O	-0.0003	-0.0049	0.001
O	-0.0008	0.0041	0.0009
O	0.0029	-0.0026	0.005
O	0.0064	0.0059	-0.0018
O	-0.0019	-0.0022	0.0039
O	0.0003	-0.0029	-0.0172
O	0.0009	-0.002	0.0036
O	-0.01	0.0007	0.0093
O	0.0094	-0.0052	0.0156
O	-0.0023	-0.0006	0.0091
O	-0.0025	0.004	-0.0045
O	0.0034	0.0039	0.0022
O	0.0016	0.0021	0.0014
O	0.0033	0.0103	0.0186
O	0.001	0.0018	0.0011
O	0.0003	0.0032	0.0043
O	-0.0073	-0.0085	-0.0107
O	0.0028	-0.0051	0.0024
O	0.0026	-0.0024	-0.0041
O	0.0027	-0.0032	0.0121
O	-0.0009	0.0012	-0.0192
O	0.0024	0.0043	0.006
O	-0.003	-0.0023	0.0113
O	-0.0017	0.0025	0.0047
O	0.0019	0.0065	0.0067
O	-0.0143	0.0057	0.0005
O	0.001	-0.0046	-0.0112
O	0.0016	0.0016	-0.0016
O	-0.0036	-0.0092	0.0118
O	-0.001	0.0081	0.0127
O	0.0011	-0.001	0.0006
O	0.0117	-0.0029	-0.0059
O	0.0012	-0.0039	0.0032
O	-0.0009	-0.0042	0.0136
O	0.0021	-0.0002	0.0009
O	0.0007	0.0014	-0.0002
O	-0.001	0.0215	0.0101
O	0.0026	0.0019	0.0025
O	0.005	0.0014	0.004
O	-0.0019	-0.0004	0.0039
O	0.0024	-0.0045	0.0047
O	-0.001	0.0048	-0.0012
O	-0.0035	-0.0056	0.0142
O	0.0034	0.0052	0.0016
O	0.0014	-0.0016	0.0057
O	-0.0031	0.002	-0.0035
O	0.0005	0.0044	0.0149
O	-0.0045	0.0026	0.0008
O	0.0179	0.0031	0.0106
O	0.0015	0.0037	0.0054
O	-0.0059	-0.0099	0.0178
O	-0.0057	-0.0029	0.0027
O	-0.0119	0.0039	0.018
O	0.0008	-0.005	-0.0011
O	-0.0027	0.0031	-0.0002
O	-0.0003	0.0043	0.0006
O	0.0039	0.0003	-0.0047
O	-0.0017	0.0009	0.008
O	0.0048	0.007	0.0115
O	-0.0006	0.0055	0.0076
O	-0.0008	-0.0034	0.005
O	0.0005	-0.0084	0.0011
O	-0.0071	0.0029	0.0065
O	0.0104	0.0104	0.0086
O	0.0007	0.0018	0
O	0.0005	-0.0039	-0.0044
O	-0.0016	-0.0003	0.0048
O	0.0067	-0.0036	0.0066
O	0.0113	0.0004	0.0214
O	0.001	-0.0052	0.0031
O	-0.0006	0.0039	0.008
O	-0.0021	0.0006	0.003
O	0.0043	-0.0034	-0.002
O	0.0026	0.0038	0.0118
O	-0.0006	-0.0019	0.0005
O	-0.0023	0.0003	0.0044
O	0.0058	0.0073	0.0074
O	-0.0003	-0.0096	0.0033
O	0.0042	0.0016	0.013

The program warned: the cutoff lies below the one the program advises for these potential files; the forces do not sum to zero within the program's tolerance; the exchange-correlation potential is rough where the density is thin.
